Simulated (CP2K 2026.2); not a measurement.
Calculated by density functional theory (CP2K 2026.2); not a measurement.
Periodic cell of 510 atoms, Si360O150, from a study of silicon, its oxide and their interface. The atomic structure is a simulated model.
Doubt: the forces sum to 2.22 eV/angstrom along one axis rather than to zero, so they err by at least 0.0044 eV/angstrom per atom on average; the grid cutoff is modest.

Settings: functional PBE; method Gaussian and plane waves; basis set DZVP-MOLOPT-SR-GTH; pseudopotentials GTH-PBE; grid cutoff 350 Ry, relative cutoff 50 Ry; k points Gamma only; occupations fixed; spin none; net charge 0.

Cell vectors (angstrom)
a	16.32	0	0
b	0	16.32	0
c	2.8876	5.0557	34.0129

Atoms and the computed forces on them: element, x, y, z (angstrom), force x, y, z (eV/angstrom)
Si	17.466	20.446	33.965	0.054	-0.091	-0.017
Si	0.771	1.999	0.375	-0.08	-0.022	0.085
Si	15.499	3.784	0.454	0.022	-0.321	0.598
Si	0.889	7.248	0.107	-0.194	0.228	0.566
Si	15.458	8.971	0.069	0.008	-0.044	-0.027
Si	1.976	11.663	0.21	-0.017	-0.14	0.673
Si	4.227	14.933	0.094	-0.132	-0.023	0.65
Si	6.159	1.827	0.217	-0.03	0.055	-0.036
Si	4.431	3.55	0.105	0.096	-0.012	-0.048
Si	7.279	6.289	0.096	-0.012	-0.023	0.021
Si	3.712	10.017	0.241	-0.158	0.085	0.664
Si	9.435	17.862	33.674	0.436	-0.312	0.003
Si	10.02	14.548	0.368	-0.024	0.032	0.041
Si	12.871	0.765	0.013	0.094	-0.082	0.619
Si	8.924	4.492	0.254	-0.046	0.009	-0.024
Si	14.568	12.033	33.943	0.054	0.295	0.388
Si	10.136	8.952	0.026	0.09	-0.268	0.607
Si	11.622	12.766	0.135	0.044	0.103	0.61
Si	16.222	16.377	1.351	-0.043	-0.051	-0.042
Si	2.699	2.752	1.488	0.022	-0.011	-0.037
Si	16.41	5.56	1.603	0.074	0.114	-0.01
Si	2.681	8.208	1.348	0.008	0.016	-0.03
Si	16.398	10.763	1.32	-0.009	0.038	-0.007
Si	2.744	13.59	1.335	-0.014	-0.009	-0.045
Si	5.364	16.383	1.519	-0.011	-0.068	-0.003
Si	7.952	2.755	1.476	-0.007	-0.007	-0.005
Si	5.46	5.343	1.309	0.019	-0.025	-0.077
Si	8.284	8.078	1.297	0.054	0.01	-0.086
Si	5.556	11.085	1.193	0.031	-0.018	-0.014
Si	8.125	13.597	1.331	-0.09	-0.036	0.022
Si	11.058	16.328	1.41	0.069	0.113	-0.043
Si	13.629	2.647	1.307	-0.018	-0.025	-0.079
Si	10.743	5.435	1.42	0.008	-0.014	0.002
Si	13.571	8.008	1.166	-0.044	0.033	0.042
Si	10.889	10.825	1.32	-0.068	0.018	-0.02
Si	13.55	13.659	1.254	-0.031	0.031	-0.058
Si	14.92	1.355	2.823	0.025	-0.023	-0.08
Si	1.488	4.199	2.879	0.004	-0.052	-0.032
Si	14.845	6.795	2.781	0.015	0.053	-0.058
Si	1.37	9.503	2.82	-0.005	0.014	-0.02
Si	14.963	12.221	2.545	-0.028	-0.001	-0.012
Si	1.317	14.96	2.633	0.052	0.039	-0.012
Si	3.948	1.325	2.871	0.008	0.003	-0.01
Si	6.697	4.091	2.893	-0.032	0.027	-0.056
Si	4.089	6.788	2.609	-0.006	-0.015	0.013
Si	6.856	9.555	2.526	-0.023	0.036	-0.02
Si	4.19	12.328	2.715	-0.006	-0.049	-0.003
Si	6.851	15.017	2.736	-0.033	-0.022	-0.016
Si	9.524	1.38	2.628	0.01	-0.014	0.016
Si	12.201	4.023	2.627	0.029	-0.008	0
Si	9.517	6.819	2.848	-0.004	0.005	-0.007
Si	12.342	9.502	2.623	-0.027	-0.085	-0.031
Si	9.418	12.12	2.682	0.028	0.029	-0.02
Si	12.304	14.944	2.826	0.025	-0.019	-0.059
Si	13.611	16.31	4.193	-0.03	0.029	0.051
Si	16.343	2.759	4.093	-0.018	-0.035	0.006
Si	13.53	5.379	4.075	0.012	-0.032	0.014
Si	16.266	8.161	4.118	0.017	-0.01	-0.026
Si	13.648	10.883	4.002	0.034	0.018	0.019
Si	16.289	13.582	3.982	-0.001	-0.026	0.008
Si	2.618	16.255	4.139	-0.03	-0.021	0.031
Si	5.351	2.702	4.187	-0.003	0.002	-0.03
Si	2.827	5.529	4.179	0.027	0.031	0.039
Si	5.469	8.192	3.93	-0.022	0.023	0.008
Si	2.789	10.918	4.051	0.024	-0.005	0.045
Si	5.491	13.66	4.112	-0.019	-0.017	0.008
Si	8.224	16.347	4.069	-0.025	-0.004	0.01
Si	10.852	2.718	4.042	-0.01	0.016	0.013
Si	8.126	5.456	4.163	0.022	0.021	-0.014
Si	10.946	8.199	4.07	0.008	0.016	-0.013
Si	8.123	10.813	4.079	-0.007	-0.023	0.035
Si	10.835	13.537	4.02	-0.002	0.011	-0.022
Si	14.99	14.919	5.454	0.032	-0.001	0.017
Si	1.319	1.359	5.475	0.025	0	-0.004
Si	14.944	4.081	5.444	-0.011	-0.008	0.002
Si	1.352	6.828	5.464	0.014	0.011	0.005
Si	14.956	9.556	5.448	0.001	0.013	0.019
Si	1.368	12.261	5.381	-0.017	0.02	-0.022
Si	4.068	14.956	5.463	-0.005	0.007	0.007
Si	6.809	1.35	5.441	0.026	-0.007	0.007
Si	4.084	4.107	5.545	-0.033	0.009	0.035
Si	6.77	6.86	5.431	-0.023	0.029	-0.012
Si	4.119	9.517	5.383	0.007	-0.015	-0.013
Si	6.806	12.228	5.436	0.004	-0.01	0.002
Si	9.537	14.935	5.419	-0.006	0.013	0.001
Si	12.203	1.369	5.454	-0.022	-0.002	0.003
Si	9.517	4.073	5.449	0.037	-0.029	0
Si	12.233	6.79	5.44	-0.003	0.005	0.005
Si	9.54	9.514	5.432	0.006	-0.012	0.004
Si	12.238	12.21	5.377	-0.015	-0.04	-0.021
Si	16.31	16.304	6.829	-0.012	0.007	0.001
Si	2.695	2.719	6.83	-0.008	0.02	0.011
Si	16.314	5.442	6.804	0.009	-0.007	0
Si	2.733	8.196	6.786	-0.013	0.016	-0.002
Si	16.338	10.909	6.78	0.001	-0.017	-0.003
Si	2.705	13.593	6.8	0.019	-0.005	0
Si	5.441	16.321	6.804	0.002	-0.003	-0.003
Si	8.161	2.712	6.807	-0.014	0.016	0.011
Si	5.458	5.484	6.838	0.002	-0.015	0.013
Si	8.167	8.17	6.797	0.01	-0.003	0.007
Si	5.442	10.872	6.789	0.009	0.011	0.008
Si	8.168	13.592	6.789	-0.007	-0.015	0.004
Si	10.871	16.302	6.803	-0.002	-0.006	0.005
Si	13.585	2.721	6.805	0.012	-0.016	0.008
Si	10.874	5.44	6.806	-0.013	0.015	0
Si	13.6	8.163	6.787	0.011	-0.011	-0.009
Si	10.891	10.88	6.785	-0.01	0.009	-0.003
Si	13.591	13.567	6.771	-0.004	0.019	-0.009
Si	14.991	17.686	13.588	-0.007	0.005	-0.018
Si	1.363	4.091	13.631	-0.008	0.017	0.003
Si	14.971	6.8	13.627	0.013	-0.013	-0.003
Si	1.352	9.524	13.586	-0.004	0.001	-0.026
Si	14.957	12.256	13.597	-0.01	-0.019	-0.003
Si	1.356	14.977	13.64	0.022	-0.002	-0.001
Si	4.074	17.708	13.608	0.021	0.012	0.007
Si	6.806	4.069	13.614	-0.006	-0.004	0.002
Si	4.051	6.787	13.575	-0.014	0.03	-0.005
Si	6.787	9.518	13.552	-0.006	-0.025	-0.008
Si	4.043	12.248	13.576	-0.02	0.032	-0.008
Si	6.813	14.961	13.587	-0.004	0.003	-0.009
Si	9.531	17.672	13.59	0.005	-0.01	-0.009
Si	12.256	4.071	13.587	0.008	-0.005	-0.009
Si	9.534	6.78	13.613	-0.001	-0.003	-0.01
Si	12.233	9.506	13.621	-0.01	0.027	0.003
Si	9.513	12.215	13.574	0.025	-0.006	-0.007
Si	12.247	14.975	13.6	-0.017	0.02	-0.009
Si	13.658	16.321	14.948	-0.006	0	-0.015
Si	16.305	2.736	14.986	0.017	-0.033	-0.022
Si	13.59	5.432	14.964	-0.013	0.027	-0.014
Si	16.342	8.173	14.976	0.021	0.052	0
Si	13.61	10.882	14.95	0.003	0.014	-0.008
Si	16.284	13.622	14.988	-0.002	0.017	0.015
Si	2.697	16.392	14.987	-0.052	-0.01	0
Si	5.444	2.721	14.993	-0.041	-0.013	0.003
Si	2.737	5.441	14.996	0.008	-0.024	0.03
Si	5.408	8.169	14.884	-0.016	0.004	0.003
Si	2.696	10.884	14.949	-0.003	-0.029	-0.008
Si	5.403	13.616	14.906	-0.015	-0.031	-0.021
Si	8.177	16.315	14.951	0.011	-0.014	0.032
Si	10.919	2.693	14.935	-0.036	-0.001	0.018
Si	8.185	5.408	14.975	0.031	0.012	0.021
Si	10.892	8.122	14.998	0.032	-0.03	0.004
Si	8.109	10.881	14.924	0.046	0.013	0.028
Si	10.873	13.586	14.913	-0.019	-0.003	-0.001
Si	14.994	15.033	16.408	0	-0.033	-0.018
Si	17.636	17.725	16.4	0.02	0.005	-0.011
Si	14.945	4.103	16.331	0.009	0.032	0.031
Si	1.444	6.876	16.345	-0.003	-0.007	0.03
Si	14.897	9.462	16.322	-0.032	-0.003	-0.036
Si	17.587	12.181	16.298	-0.034	0.001	0.016
Si	4.109	15.029	16.261	0.025	0.02	0.035
Si	6.851	17.692	16.326	0.007	-0.007	-0.005
Si	4.064	4.045	16.386	0.028	0.011	-0.018
Si	6.712	6.766	16.216	-0.011	-0.006	0.019
Si	4.118	9.557	16.279	-0.004	0.038	-0.017
Si	6.7	12.221	16.273	-0.029	-0.001	-0.037
Si	9.477	14.877	16.287	0.014	-0.02	0.007
Si	12.297	17.657	16.285	0.017	-0.017	0.016
Si	9.6	4.041	16.323	0.039	-0.023	-0.052
Si	12.254	6.74	16.396	-0.023	0.039	0.013
Si	9.479	9.517	16.256	-0.023	-0.019	0.025
Si	12.321	12.334	16.271	0.054	0.031	-0.028
Si	16.298	16.418	17.852	-0.049	-0.006	-0.002
Si	2.653	2.751	17.789	-0.007	0.013	0.004
Si	16.33	5.528	17.607	-0.027	0.016	0.002
Si	2.898	8.211	17.714	0.073	-0.019	0.052
Si	16.209	10.792	17.699	0.02	0.042	0.036
Si	2.657	13.654	17.459	-0.047	-0.043	0.039
Si	5.491	16.355	17.689	-0.017	-0.035	0.053
Si	8.299	2.651	17.685	-0.055	0.031	0.038
Si	5.483	5.383	17.696	0.062	-0.004	0.031
Si	8.026	8.14	17.544	0.041	0.043	0.01
Si	5.395	10.899	17.735	0.003	-0.039	-0.015
Si	7.983	13.584	17.628	0.036	0.072	0.076
Si	11.007	16.138	17.533	0.081	-0.015	0.021
Si	13.573	2.745	17.703	-0.029	-0.025	0.02
Si	10.91	5.365	17.782	-0.015	-0.009	0.009
Si	13.616	8.089	17.776	0.047	0.023	-0.014
Si	10.906	10.957	17.465	0.046	-0.11	0.021
Si	13.638	13.673	17.767	-0.088	-0.01	0.012
Si	14.929	17.871	19.211	0.034	-0.018	0.033
Si	17.66	4.291	19.056	0.046	-0.002	0.008
Si	15.069	6.764	19.18	-0.074	0.008	0.035
Si	16.965	7.689	20.374	0.177	-0.219	-0.441
Si	14.954	12.281	19.103	0.019	-0.054	0.02
Si	17.745	14.941	18.986	0.046	0.028	0.025
Si	4.06	17.646	19.036	-0.01	0.063	0.117
Si	7.154	4.249	18.981	-0.143	-0.037	-0.687
Si	4.296	6.816	19.143	-0.022	0.019	0.073
Si	6.795	9.507	19.07	0.061	-0.025	0.104
Si	3.937	12.359	18.894	0.03	0.01	0.029
Si	6.725	14.957	19.173	-0.007	0.034	0.011
Si	9.713	17.471	18.843	-0.049	-0.011	-0.101
Si	12.258	3.995	19.241	-0.036	-0.013	0.032
Si	9.217	6.597	18.851	0.372	0.34	-0.148
Si	11.972	9.396	18.841	-0.164	-0.303	-0.502
Si	9.451	12.208	18.78	0.06	0.016	0.004
Si	12.372	15.082	19.192	0.275	0.192	-0.375
Si	13.218	16.865	20.53	-0.132	0.04	0.087
Si	15.865	3.431	20.346	-0.009	0.018	0.015
Si	13.109	5.928	22.569	0.303	-0.202	-0.522
Si	17.703	9.492	18.995	-0.009	-0.052	-0.021
Si	13.848	11.029	20.758	0.2	0.57	-0.4
Si	16.81	13.178	20.199	0.128	-0.082	-0.548
Si	3.143	15.839	20.306	0.006	0.016	-0.075
Si	3.263	4.685	22.172	-0.097	0.542	-0.425
Si	15.938	9.596	22.378	0.157	-0.055	-0.062
Si	5.935	7.928	20.598	-0.1	-0.013	-0.777
Si	2.145	11.436	20.077	-0.041	0.022	-0.045
Si	4.842	13.986	20.311	-0.116	0.333	-0.515
Si	8.671	15.857	20.227	-0.008	-0.357	-0.46
Si	11.272	18.398	20.364	0.129	-0.009	0.046
Si	8.618	4.044	23.679	0.035	-0.008	-0.075
Si	10.15	8.455	19.969	-0.07	0.08	-0.117
Si	8.718	10.381	20.041	-0.056	-0.311	-0.601
Si	9.987	13.778	20.441	-0.512	-0.084	0.09
Si	9.454	12.269	22.207	0.059	0.281	-0.56
Si	3.228	11.608	26.679	-0.008	0.027	-0.017
Si	16.963	19.378	22.346	-0.265	0.065	-0.639
Si	2.449	5.975	20.355	-0.018	-0.06	-0.013
Si	14.034	5.052	20.503	-0.018	0.008	0.049
Si	16.424	14.496	23.069	-0.037	0.022	-0.152
Si	2.244	16.634	22.345	0.339	-0.206	-0.598
Si	2.698	6.521	27.093	0.182	0.001	-0.117
Si	5.837	14.545	24.54	-0.021	-0.024	-0.119
Si	4.465	5.15	25.013	0.025	0.119	-0.04
Si	4.381	9.294	22.982	0.176	0.104	0.089
Si	4.679	12.267	22.979	-0.137	-0.051	-0.206
Si	8.77	13.87	24.454	-0.104	-0.009	0.019
Si	13.702	16.253	22.841	-0.108	0.124	-0.662
Si	6.789	7.277	25.633	0.444	-0.088	0.311
Si	11.195	5.358	27.575	-0.042	-0.04	-0.001
Si	10.879	8.147	22.114	-0.224	0.206	-0.58
Si	12.086	10.921	23.192	0.001	-0.111	-0.159
Si	11.611	14.733	31.442	0.01	0.042	0.009
Si	5.136	11.611	31.359	-0.005	-0.052	0.156
Si	12.119	20.273	32.348	0.255	-0.077	0.542
Si	9.989	9.835	27.577	0.043	0.001	0.036
Si	11.879	16.704	26.938	-0.073	0.023	-0.09
Si	18.557	15.801	27.541	-0.098	-0.007	-0.051
Si	17.234	13.456	25.881	0.102	0.081	0.017
Si	10.659	17.797	31.476	-0.523	-0.015	0.593
Si	15.812	17.303	31.518	0.075	0.11	0.096
Si	3.601	17.091	31.525	-0.041	0.014	0.067
Si	17.941	19.504	31.768	-0.076	0.417	0.543
Si	5.142	17.041	23.075	-0.092	0.012	-0.159
Si	15.224	13.853	28.078	0.051	0.079	0.038
Si	2.78	20.544	29.001	-0.049	0.011	0.077
Si	9.634	12.846	27.246	-0.076	-0.015	0.004
Si	10.919	16.015	24.114	0.089	0.021	0.022
Si	8.033	7.033	22.839	-0.094	0.023	-0.099
Si	6.376	8.881	31.95	0.209	-0.152	0.623
Si	10.203	18.863	28.58	0.059	0.019	0.153
Si	15.542	10.698	31.247	-0.216	-0.008	0.069
Si	17.142	13.201	30.513	0.11	0.465	0.243
Si	7.161	13.826	31.423	0.002	0.001	0.04
Si	9.958	6.171	32.215	-0.4	0.158	0.629
Si	2.163	11.021	22.325	-0.001	0.301	-0.552
Si	14.125	6.24	31.543	-0.019	-0.026	0.132
Si	4.747	14.315	27.265	-0.027	-0.009	-0.107
Si	12.151	8.421	32.286	-0.087	0.27	0.707
Si	15.956	19.92	25.117	0.054	0.038	0.005
Si	12.256	13.986	28.461	-0.051	0.094	-0.001
Si	16.008	6.506	26.404	-0.006	-0.063	0.106
Si	17.816	14.936	31.967	-0.085	-0.665	0.14
Si	2.816	11.178	29.551	-0.05	0.067	0.136
Si	5.194	18.873	20.677	-0.208	-0.23	-0.606
Si	11.264	10.41	30.082	-0.072	-0.068	0.152
Si	12.773	9.974	25.977	0.027	0.051	0.033
Si	5.099	18.824	29.785	-0.038	0.07	-0.054
Si	6.228	19.024	25.24	0.025	0.215	-0.04
Si	9.761	12.386	32.026	0.227	-0.405	0.583
Si	11.593	4.194	24.761	-0.028	0.133	-0.062
Si	17.595	18.526	27.125	0.086	-0.055	0.071
Si	17.897	9.03	31.511	0.014	-0.189	0.064
Si	14.466	8.065	24.448	-0.086	-0.072	-0.054
Si	9.69	17.962	22.099	0.384	0.172	-0.395
Si	5.646	4.808	31.592	0.138	0.013	0.096
Si	7.409	17.931	27.923	0.067	-0.035	0.01
Si	16.04	16.547	28.642	0.085	0.038	0.015
Si	13.745	6.951	28.605	-0.019	0.039	-0.086
Si	13.738	10.167	28.679	0.124	-0.116	0.033
Si	8.535	7.14	27.227	-0.326	-0.145	-0.4
Si	7.529	14.841	28.588	-0.064	0.053	-0.045
Si	13.505	18.265	25.128	0.067	-0.002	-0.09
Si	3.759	7.107	32.098	-0.101	0.143	0.547
Si	4.423	8.851	25.918	-0.074	0.016	0.074
Si	7.69	6.685	30.237	0.004	0.083	0.121
Si	14.942	1.352	8.167	-0.01	-0.022	0.004
Si	1.341	4.081	8.178	-0.016	-0.037	0.006
Si	14.959	6.812	8.156	0.002	0.03	0
Si	1.366	9.545	8.15	0.022	0.024	0.01
Si	14.957	12.237	8.15	0.008	0.004	-0.012
Si	1.367	14.962	8.175	0.013	0.022	0.002
Si	4.085	1.367	8.164	0.018	0.014	0.003
Si	6.816	4.092	8.167	0.023	0.023	0.013
Si	4.07	6.826	8.17	-0.01	-0.013	-0.007
Si	6.808	9.529	8.159	0.006	0.013	-0.007
Si	4.071	12.229	8.149	-0.018	-0.034	0.007
Si	6.799	14.951	8.153	-0.011	-0.021	-0.005
Si	9.514	1.345	8.164	-0.02	-0.006	0.002
Si	12.241	4.09	8.168	0.001	0.017	-0.003
Si	9.512	6.795	8.161	-0.014	-0.023	0.01
Si	12.238	9.513	8.152	-0.015	-0.021	-0.001
Si	9.532	12.239	8.151	0.013	0.023	0.003
Si	12.25	14.943	8.146	0.001	0.001	0.005
Si	13.595	16.307	9.52	-0.003	0.007	0.009
Si	16.31	2.713	9.529	-0.005	0.019	0.001
Si	13.605	5.45	9.524	0.008	-0.005	0.001
Si	16.319	8.176	9.508	0.011	-0.023	0.001
Si	13.602	10.872	9.513	0.003	-0.007	0
Si	16.307	13.606	9.514	-0.005	-0.003	0.003
Si	2.731	16.327	9.527	0.01	-0.006	0
Si	5.442	2.732	9.518	-0.011	0	0
Si	2.713	5.45	9.52	-0.005	0.011	0.004
Si	5.446	8.17	9.525	0.001	0.012	0.002
Si	2.715	10.89	9.525	-0.001	0.012	0.005
Si	5.43	13.598	9.51	0.001	0.005	0.004
Si	8.153	16.312	9.523	-0.001	0.003	0.008
Si	10.879	2.717	9.514	0.009	-0.012	0.007
Si	8.17	5.437	9.534	0.009	-0.006	0.006
Si	10.884	8.152	9.514	-0.01	0.016	-0.002
Si	8.166	10.885	9.517	-0.004	-0.01	0.006
Si	10.888	13.593	9.514	-0.017	-0.007	-0.006
Si	14.959	14.96	10.888	0.006	0.009	0.007
Si	1.37	17.686	10.886	0.007	-0.014	-0.006
Si	14.963	4.085	10.884	0.004	-0.015	0.008
Si	1.342	6.802	10.871	0	0.018	-0.001
Si	14.96	9.525	10.885	0	0.005	0.001
Si	1.349	12.257	10.874	0.001	-0.008	-0.005
Si	4.081	14.964	10.886	-0.001	-0.007	-0.007
Si	6.793	17.68	10.879	-0.001	0.003	0.001
Si	4.082	4.093	10.878	-0.007	0	0.001
Si	6.804	6.798	10.884	-0.003	-0.015	-0.001
Si	4.071	9.521	10.876	-0.012	-0.001	-0.002
Si	6.796	12.245	10.869	0	-0.003	-0.006
Si	9.53	14.957	10.871	0.011	-0.006	-0.001
Si	12.244	17.681	10.87	-0.01	-0.003	0.006
Si	9.525	4.071	10.888	-0.014	0.021	-0.008
Si	12.247	6.804	10.89	-0.003	-0.002	0.003
Si	9.522	9.508	10.868	0.011	-0.009	-0.008
Si	12.239	12.226	10.878	-0.005	0.021	-0.002
Si	16.338	16.317	12.241	-0.008	0.006	-0.002
Si	2.719	2.745	12.246	0.009	-0.002	-0.002
Si	16.32	5.442	12.254	0.001	-0.017	-0.008
Si	2.7	8.155	12.223	-0.028	-0.023	-0.003
Si	16.32	10.898	12.237	0.042	0.039	-0.006
Si	2.696	13.624	12.24	-0.012	-0.006	-0.014
Si	5.435	16.328	12.251	-0.025	-0.018	-0.003
Si	8.157	2.71	12.243	0.003	-0.006	0.001
Si	5.449	5.437	12.246	0.006	0.02	0.006
Si	8.175	8.148	12.239	0.017	0.023	-0.013
Si	5.422	10.891	12.222	0	-0.003	0.004
Si	8.167	13.599	12.224	0.004	0.014	-0.002
Si	10.89	16.323	12.228	0.012	0.012	-0.008
Si	13.612	2.714	12.232	-0.002	0	-0.013
Si	10.889	5.431	12.24	-0.002	-0.011	-0.004
Si	13.612	8.161	12.259	0.003	0.02	0.006
Si	10.88	10.852	12.234	-0.041	-0.034	-0.019
Si	13.587	13.598	12.237	-0.003	-0.021	0.002
O	7.233	7.323	21.439	0.411	0.086	-0.248
O	8.197	5.432	19.491	-0.016	0.088	0.109
O	11.907	6.89	22.065	-0.175	-0.098	-0.293
O	12.62	10.224	20.102	-0.361	-0.112	0.175
O	11.598	14.18	20.356	0.15	-0.251	0.306
O	9.862	6.204	27.205	0.108	-0.213	-0.157
O	3.037	12.2	23.065	-0.106	0.253	0.185
O	17.496	17.85	22.24	-0.128	-0.205	-0.076
O	16.946	10.792	22.815	-0.183	0.244	0.206
O	16.675	8.219	21.922	-0.068	-0.44	0.537
O	15.091	10.025	21.07	0.22	-0.314	-0.193
O	13.244	11.505	22.198	0.267	0.471	0.269
O	16.505	13.519	21.784	-0.277	-0.186	0.084
O	4.191	3.523	21.504	0.122	0.168	0.164
O	16.545	13.653	24.438	-0.414	-0.265	-0.067
O	15.745	7.678	25.338	0.573	0.319	-0.041
O	16.254	17.924	27.831	-0.574	0.193	-0.135
O	7.263	7.657	24.118	-0.2	0.498	0.067
O	16.271	9.234	31.448	-0.304	-0.301	0.193
O	5.644	17.638	21.653	0.517	-0.255	-0.036
O	11.634	9.388	22.851	0.145	-0.156	0.405
O	13.874	10.491	27.08	0.328	0.261	-0.165
O	11.222	17.903	27.782	0.004	0.068	0.227
O	15.913	19.742	23.519	-0.334	0.029	0.015
O	4.022	10.422	25.915	0.062	0.112	-0.133
O	4.123	11.71	32.622	-0.104	-0.019	-0.113
O	16.054	13.092	26.929	-0.142	-0.408	0.165
O	4.1	5.299	23.433	0.287	0.174	-0.038
O	4.354	11.234	30.008	0.163	0.077	-0.348
O	19	18.307	32.075	0.115	-0.122	0.282
O	3.155	5.541	25.881	-0.496	-0.238	-0.278
O	7.002	14.78	32.695	0.269	0.391	-0.338
O	12.619	10.985	24.721	0.407	0.508	0.283
O	12.053	14.06	30.056	0.298	-0.182	-0.077
O	5.182	10.719	22.997	0.559	0.039	-0.078
O	5.568	15.487	23.252	-0.017	-0.16	-0.443
O	8.376	12.829	23.286	-0.77	-0.289	0.212
O	8.199	12.619	31.715	-0.057	-0.384	0.047
O	18.293	9.554	32.983	-0.167	0.731	0.049
O	11.212	16.285	31.266	0.296	0.002	0.016
O	6.4	21.012	33.025	-0.164	0.388	0.044
O	15.936	13.586	29.504	-0.29	-0.204	0.159
O	8.723	10.938	21.598	-0.361	-0.026	0.384
O	17.539	15.891	28.818	0.241	-0.133	0.529
O	9.027	6.073	30.897	0.108	-0.403	-0.384
O	6.507	18.409	29.165	0.136	0.105	0.312
O	7.403	14.575	24.939	-0.05	0.409	0.123
O	5.003	15.035	25.832	-0.25	0.671	0.097
O	11.146	13.092	27.726	0.192	-0.25	-0.142
O	10.418	11.571	30.79	0.133	-0.103	-0.361
O	6.097	14.288	28.117	0.009	-0.23	0.318
O	2.824	15.689	31.377	0.334	-0.035	-0.373
O	13.539	7.59	32.232	0.173	0.309	0.156
O	11.024	7.335	31.888	0.087	0.139	-0.359
O	4.915	19.958	25.367	-0.35	-0.303	0.157
O	11.871	4.94	26.164	0.432	0.053	0.052
O	4.888	8.234	31.731	-0.079	0.057	-0.343
O	18.457	9.957	30.333	0.153	-0.188	-0.067
O	14.788	6.515	27.456	-0.05	-0.08	0.034
O	14.58	17.543	32.521	-0.42	-0.053	-0.366
O	4.227	17.497	30.095	0.107	-0.564	-0.359
O	13.7	13.354	28.118	-0.075	-0.373	0.069
O	4.243	5.624	31.63	-0.616	-0.137	-0.134
O	12.296	6.252	28.368	-0.263	0.151	0.406
O	13.234	8.521	25.395	-0.45	-0.28	0.29
O	12.148	15.497	27.94	0.098	0.145	0.351
O	4.245	12.794	27.077	0.359	-0.224	0.04
O	18.47	20.396	30.502	0.08	0.451	0.08
O	15.461	5.95	32.405	0.412	-0.166	-0.44
O	2.981	5.765	28.513	0.306	0.24	0.272
O	5.377	19.603	31.173	-0.093	-0.392	0.549
O	8.659	16.775	21.617	-0.464	-0.087	0.141
O	9.511	7.697	22.883	0.017	0.144	0.275
O	15.006	15.287	22.983	0.004	0.021	-0.131
O	15.194	15.458	27.811	-0.342	0.01	-0.503
O	10.782	20.381	28.478	-0.1	0.103	0.444
O	18.241	3.983	22.734	0.022	0.003	0.272
O	7.596	14.779	30.199	-0.031	0.31	0.036
O	4.35	8.437	24.346	0.015	-0.324	-0.288
O	3.644	15.212	28.029	0.236	0.213	0.718
O	8.232	18.987	33.42	-0.029	0.03	-0.357
O	10.45	17.385	23.407	0.226	0.371	0.233
O	10.926	16.215	25.719	-0.279	0.066	0.049
O	8.801	19.248	22.526	-0.357	0.042	-0.167
O	17.957	14.828	26.384	0.149	0.065	-0.444
O	2.84	9.592	22.654	-0.287	-0.561	-0.096
O	11.905	18.85	31.585	0.429	-0.131	-0.282
O	5.139	13.102	21.67	0.533	-0.289	0.202
O	12.087	9.538	31.138	0.199	0.4	-0.322
O	9.822	14.891	23.786	0.073	-0.009	-0.307
O	10.3	9.516	29.144	-0.351	-0.387	0.435
O	16.702	16.123	32.183	-0.096	-0.178	0.428
O	7.497	19.891	24.741	0.066	0.369	0.316
O	4.232	19.831	28.868	0.274	0.243	-0.528
O	5.895	17.862	24.202	0.088	-0.018	0.194
O	2.665	10.864	27.991	-0.439	-0.35	-0.196
O	5.974	8.547	26.301	0.279	0.438	0.232
O	8.76	18.805	27.856	-0.136	0.339	-0.251
O	7.823	6.876	28.657	-0.451	0.079	-0.086
O	16.631	11.894	31.333	0.112	-0.024	0.437
O	14.428	6.471	29.988	0.618	0.008	-0.084
O	13.142	4.957	31.597	0.014	-0.123	-0.212
O	5.778	13.064	31.117	-0.191	0.078	-0.196
O	15.326	16.813	30.059	-0.676	-0.256	-0.028
O	18.638	7.562	31.411	-0.208	-0.438	-0.535
O	13.54	8.553	28.719	-0.077	-0.102	0.214
O	8.671	13.852	28.043	0.106	0.151	0.41
O	16.585	18.717	31.319	-0.256	0.189	-0.449
O	10.676	21.043	32.414	-0.439	-0.221	-0.062
O	13.283	17.161	26.282	0.429	-0.159	0.081
O	5.322	13.043	24.229	-0.059	-0.318	0.468
O	2.364	17.327	26.992	0.548	0.194	-0.429
O	12.367	15.572	23.511	-0.051	-0.58	0.089
O	4.78	16.928	32.599	0.638	-0.094	-0.401
O	12.815	14.563	32.503	0.271	0.215	-0.334
O	7.76	16.356	28.067	0.067	-0.171	-0.234
O	14.875	10.621	29.755	-0.039	0.274	-0.143
O	6.478	3.473	20.263	0.217	-0.043	0.224
O	16.078	5.111	25.613	0.162	-0.046	-0.27
O	14.582	11.138	32.506	-0.419	-0.385	-0.228
O	11.334	9.79	26.685	0.062	-0.133	-0.042
O	9.282	11.289	27.492	-0.302	0.1	-0.141
O	17.431	6.795	27.088	-0.113	0.321	0.351
O	12.078	18.986	24.907	-0.557	-0.15	0.09
O	8.151	5.429	23.003	-0.092	-0.132	-0.275
O	3.527	17.128	23.223	-0.321	0.344	0.342
O	14.904	9.345	23.576	-0.09	0.571	0.001
O	6.532	5.598	30.509	-0.223	-0.175	-0.294
O	18.316	12.244	25.84	0.076	-0.086	-0.259
O	6.562	18.258	26.605	-0.104	-0.397	0.059
O	12.455	4.813	23.543	0.052	-0.489	0.052
O	5.712	6.071	25.464	0.26	-0.164	0.052
O	10.016	4.261	24.451	-0.092	0.048	0.35
O	18.475	12.648	29.763	0.475	0.561	-0.201
O	14.003	17.583	23.742	0.249	0.171	-0.246
O	10.785	11.859	23.033	0.276	0.048	0.496
O	14.56	19.343	25.664	-0.047	0.337	0.608
O	9.944	18.302	30.093	-0.35	0.258	-0.023
O	17.724	15.46	23.074	0.209	-0.035	0.293
O	3.474	7.938	26.876	-0.118	0.094	0.242
O	10.361	13.902	32.048	-0.111	0.364	0.385
O	17.203	19.048	25.657	0.513	-0.303	-0.179
O	6.25	10.463	31.623	0.483	0.463	0.128
O	14.108	6.818	23.489	0.412	-0.177	-0.074
O	18.108	19.784	27.979	-0.387	0.386	-0.145
O	8.989	8.692	27.069	-0.052	0.241	-0.559
O	7.36	8.128	30.901	0.394	0.347	-0.321
O	4.958	8.408	21.79	-0.235	-0.001	-0.061
O	12.421	11.001	29.135	-0.015	0.526	-0.041
O	9.494	13.133	25.675	0.236	-0.034	-0.122

Results
total energy: -104281.265 eV
total energy less fixed offsets of O -438.35, Si -107.03 eV per atom: 2.035 eV
